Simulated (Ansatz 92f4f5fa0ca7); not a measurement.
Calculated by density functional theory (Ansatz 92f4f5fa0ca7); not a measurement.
Periodic cell of 400 atoms, Si264O136, from a study of silicon, its oxide and their interface. The atomic structure is a simulated model.
Doubt: the cutoff is far below the 930 eV that the study's wrapper takes by default for these files, so forces and energies are approximate.
This geometry differs little from another in the collection (a relaxation step or a small displacement).

Settings
functional: PBE
potential files: Ansatz PAW
basis: plane waves
wave-function cutoff: 580 eV
density cutoff ratio: 5
exchange-correlation grid ratio: 1
k mesh: 1 x 1 x 1, Gamma-centred
self-consistency stop: 5e-08 eV per atom in the density residual
occupations: fixed
spin: none
net charge: 0

Cell vectors (angstrom)
a  15.4687  0  0
b  0  12.8259  0
c  0  0  36.0402

Atoms and the computed forces on them: element, x, y, z (angstrom), force x, y, z (eV/angstrom)
Si  -0.0496  1.1697  33.3889  -0.0147  -0.0026  -0.0277
Si  3.8787  1.1695  33.396  -0.0097  0.0039  -0.0135
Si  7.7222  1.1674  33.3733  -0.0098  0.0055  -0.0157
Si  11.5964  1.1675  33.3792  -0.0002  0.0078  -0.0176
Si  1.8942  7.5856  33.3732  -0.0011  -0.0082  -0.0243
Si  5.8161  7.5828  33.3633  -0.0031  0.0002  -0.0109
Si  9.6793  7.5784  33.3719  0.0068  0.0085  -0.0143
Si  13.5445  7.579  33.3499  0.0226  0.017  -0.0084
Si  1.9336  5.247  33.7733  -0.0796  0.11  -0.0109
Si  5.8008  5.247  33.7733  0.0786  -0.0131  -0.1183
Si  9.6679  5.247  33.7733  0.0605  -0.0185  -0.0936
Si  13.5351  5.247  33.7733  -0.0702  0.0189  -0.2232
Si  0  11.6599  33.7733  -0.0609  -0.0526  -0.1927
Si  3.8672  11.6599  33.7733  -0.1122  0.0443  -0.0664
Si  7.7343  11.6599  33.7733  -0.003  -0.0632  -0.1054
Si  11.6015  11.6599  33.7733  -0.1007  0.041  0.1282
Si  0  4.664  35.01  0.021  -0.0487  -0.0479
Si  3.8672  4.664  35.01  0.0042  0.0015  -0.0421
Si  7.7343  4.664  35.01  -0.0123  -0.0114  -0.03
Si  11.6015  4.664  35.01  -0.0259  -0.0049  -0.0248
Si  1.9336  11.0769  35.01  0.0267  0.0118  -0.0208
Si  5.8008  11.0769  35.01  0.0316  -0.0355  -0.0534
Si  9.6679  11.0769  35.01  0.025  0.0272  0.018
Si  13.5351  11.0769  35.01  0.0171  -0.0485  -0.0336
Si  0  2.332  35.4222  -0.1681  0.0571  0.2313
Si  3.8672  2.332  35.4222  0.102  0.077  0.2625
Si  7.7343  2.332  35.4222  -0.0371  0.0215  0.1073
Si  11.6015  2.332  35.4222  0.0049  0.0396  0.144
Si  1.9336  8.745  35.4222  -0.1476  0.0289  0.1044
Si  5.8008  8.745  35.4222  0.0774  -0.0044  0.0409
Si  9.6679  8.745  35.4222  0.0178  0.0135  0.0694
Si  13.5351  8.745  35.4222  0.0479  -0.0085  -0.0522
Si  1.9336  1.749  0.6188  0.0143  -0.0261  -0.0286
Si  5.8008  1.749  0.6188  -0.002  0.0371  0.0366
Si  9.6679  1.749  0.6188  0.0058  -0.0067  -0.0048
Si  13.5351  1.749  0.6188  0.0121  0.0434  0.0448
Si  0  8.162  0.6188  0.0218  0.0317  0.0249
Si  3.8672  8.162  0.6188  0.0226  -0.0212  -0.0437
Si  7.7343  8.162  0.6188  0.0049  0.0169  0.0061
Si  11.6015  8.162  0.6188  -0.0111  -0.0038  -0.0146
Si  0  5.83  1.031  -0.0157  0.0388  0.0402
Si  3.8672  5.83  1.031  -0.0007  -0.0155  -0.0225
Si  7.7343  5.83  1.031  0.0127  0.0152  0.0148
Si  11.6015  5.83  1.031  0.0216  -0.0196  -0.0163
Si  1.9336  12.2429  1.031  -0.0176  0.0101  0.0257
Si  5.8008  12.2429  1.031  -0.021  -0.0125  -0.0204
Si  9.6679  12.2429  1.031  -0.0233  0.0055  0.0193
Si  13.5351  12.2429  1.031  -0.0119  0.0048  0.001
Si  1.9336  5.247  2.2678  0.1121  -0.0181  -0.1053
Si  5.8008  5.247  2.2678  -0.018  -0.0137  -0.0373
Si  9.6679  5.247  2.2678  -0.0146  0.0033  0.0275
Si  13.5351  5.247  2.2678  -0.1296  -0.0032  -0.1034
Si  0  11.6599  2.2678  -0.0019  -0.025  -0.0102
Si  3.8672  11.6599  2.2678  0.0882  -0.0355  -0.1353
Si  7.7343  11.6599  2.2678  -0.0387  -0.0341  -0.0474
Si  11.6015  11.6599  2.2678  0.0455  -0.0328  -0.1105
Si  1.9336  2.915  2.68  -0.0201  0.0421  0.0589
Si  5.8008  2.915  2.68  -0.0039  0.0331  0.0471
Si  9.6679  2.915  2.68  -0.0034  0.0299  0.0385
Si  13.5351  2.915  2.68  -0.0201  -0.0001  0.0484
Si  0  9.328  2.68  -0.0293  -0.0291  0.0165
Si  3.8672  9.328  2.68  -0.0184  -0.016  -0.0036
Si  7.7343  9.328  2.68  -0.0129  -0.0136  -0.0042
Si  11.6015  9.328  2.68  0.0159  -0.0231  0.0014
Si  0.2671  0.0272  27.1244  -0.0296  -0.0914  0.1238
Si  3.3467  0.4907  26.9545  -0.0256  -0.0892  -0.1377
Si  7.9004  0.0144  26.8427  0.0141  -0.0828  -0.0727
Si  11.0857  0.2264  26.7976  -0.0891  -0.0714  -0.1193
Si  2.8814  6.4227  26.9666  0.129  -0.06  0.0491
Si  5.3418  6.3461  27.1266  -0.0657  -0.0638  -0.1957
Si  10.0299  6.4706  26.6866  0.0747  -0.0529  -0.0758
Si  13.2396  6.5309  26.6389  -0.0736  -0.0989  -0.1025
Si  2.0864  4.2102  27.2577  -0.1627  0.0614  0.0377
Si  5.8092  4.0351  27.2559  0.0367  0.0519  0.0805
Si  9.6644  4.1159  26.8553  0.012  0.0211  0.1479
Si  13.5597  4.108  27.0013  0.0403  0.0355  0.0933
Si  -0.239  10.5432  27.247  0.1928  0.0216  0.0431
Si  3.921  10.3041  27.0917  -0.0142  -0.1989  0.1712
Si  7.6553  10.4007  27.1382  -0.0079  0.0322  0.0917
Si  11.4428  10.7262  26.9973  0.009  -0.0423  0.0967
Si  0.0356  3.6068  28.3469  -0.014  -0.0216  -0.0804
Si  3.8965  3.4385  28.5272  0.0847  0.0224  -0.1748
Si  7.8243  3.5106  28.3339  0.0273  -0.0243  -0.0884
Si  11.5806  3.5797  28.2651  -0.0149  0.0186  -0.1236
Si  1.8684  9.9014  28.2721  -0.1014  0.0828  -0.1759
Si  5.7788  9.8195  28.4733  0.0053  0.0214  -0.1738
Si  9.6423  9.9347  28.3524  -0.032  0.0472  -0.1091
Si  13.317  10.0025  28.4312  -0.0145  0.0051  -0.1214
Si  0.0233  1.2963  29.0423  0.0494  0.0432  -0.0145
Si  3.765  1.2137  29.0976  -0.0784  0.0197  0.0429
Si  7.7287  1.1666  28.8871  -0.0143  0.0933  0.0332
Si  11.5347  1.2809  28.8389  -0.0619  0.1198  0.1217
Si  2.0083  7.6381  28.796  -0.0229  -0.0503  0.0199
Si  5.8036  7.5374  29.0559  -0.0649  0.0793  -0.0082
Si  9.7146  7.5886  28.7776  0.0409  0.0762  0.0266
Si  13.484  7.624  28.7538  0.0117  0.0509  0.0811
Si  1.8753  0.6044  30.2926  -0.0504  0.044  -0.0337
Si  5.7797  0.561  30.0871  0.0929  -0.0193  0.0563
Si  9.6515  0.6191  30.1246  0.0345  -0.0029  -0.0486
Si  13.4675  0.6381  30.0559  0.0582  -0.0304  0.0299
Si  -0.0008  7.0353  29.9514  0.0396  0.03  0.0144
Si  3.8292  7.0369  30.2056  0.0102  0.0298  -0.0739
Si  7.8196  6.9683  30.069  0.0211  -0.0427  0.0665
Si  11.6105  7.0298  30.0674  -0.0092  0.0283  -0.0265
Si  -0.0096  4.7149  30.4378  0.0095  0.0086  -0.0406
Si  3.8598  4.7037  30.5042  -0.011  0.0113  0.1086
Si  7.7829  4.6387  30.4392  -0.0153  0.0143  -0.0263
Si  11.5762  4.7007  30.391  0.0204  -0.0603  0.0568
Si  1.8763  11.0734  30.4016  0.0549  -0.0557  0.0551
Si  5.7742  11.0585  30.4805  -0.0143  -0.0003  0.0239
Si  9.6548  11.0964  30.442  0.0059  -0.0181  0.0121
Si  13.4484  11.1299  30.4916  -0.0206  0.0024  0.04
Si  1.9152  4.0984  31.7046  -0.0251  -0.0275  0.0418
Si  5.8199  4.0892  31.6867  -0.0035  -0.0041  0.0443
Si  9.6875  4.0785  31.697  0.0267  -0.0031  0.054
Si  13.5163  4.111  31.66  -0.0392  0.0228  0.0538
Si  -0.0443  10.5011  31.6699  0.0144  0.0287  0.0485
Si  3.8201  10.5082  31.6934  -0.0512  0.0118  0.0182
Si  7.7271  10.4902  31.6915  0.0251  0.0205  0.0534
Si  11.5559  10.5047  31.7242  -0.0116  -0.0036  0.0297
Si  1.9111  1.7892  32.2705  0.0271  0.0169  0.0137
Si  5.7936  1.7552  32.132  0.0035  -0.016  -0.0203
Si  9.6628  1.7585  32.1722  0.0062  0.022  0.0032
Si  13.4987  1.7821  32.1222  -0.0019  -0.0089  0.0039
Si  -0.0099  8.1682  32.063  -0.0324  -0.0249  0.0058
Si  3.8412  8.2008  32.2152  0.0152  0.0068  0.0366
Si  7.7641  8.1565  32.1198  -0.0017  -0.0013  0.0079
Si  11.6063  8.1712  32.1346  -0.0113  0.0118  0.007
Si  0  2.332  3.9167  0.0021  -0.0625  0.0822
Si  3.8672  2.332  3.9167  0.107  0.0935  0.2277
Si  7.7343  2.332  3.9167  0.0088  -0.0083  0.2156
Si  11.6015  2.332  3.9167  -0.0326  0.0641  0.1608
Si  1.9336  8.745  3.9167  0.1154  -0.0236  -0.0612
Si  5.8008  8.745  3.9167  0.0786  -0.0233  -0.0582
Si  9.6679  8.745  3.9167  0.004  -0.0737  -0.0291
Si  13.5351  8.745  3.9167  -0.0306  0.0464  -0.0145
Si  1.9547  6.4082  4.3194  -0.0037  -0.0013  0.0203
Si  5.7979  6.4104  4.3273  -0.0042  -0.0001  0.0158
Si  9.6535  6.4101  4.3364  -0.0016  -0.0169  0.0166
Si  13.5018  6.4077  4.3183  -0.0086  -0.0034  0.0192
Si  0.0159  12.8263  4.3273  -0.0034  -0.0058  0.0116
Si  3.9016  12.828  4.31  0.0112  -0.0011  0.0031
Si  7.7297  12.8258  4.3231  -0.0034  -0.0058  0.0118
Si  11.6116  12.8285  4.3132  0.012  -0.0114  -0.0051
Si  -0.0093  5.7879  5.4647  0.0131  -0.0306  -0.01
Si  3.8837  5.8266  5.5873  -0.0065  0.0021  -0.0045
Si  7.7147  5.7965  5.5629  0.0285  -0.0155  -0.0131
Si  11.5746  5.8201  5.5902  -0.0035  0.0103  -0.009
Si  1.9839  12.246  5.5251  -0.0088  -0.0139  -0.0142
Si  5.8092  12.2413  5.5871  -0.0116  -0.0041  -0.0116
Si  9.6762  12.2221  5.516  0.0061  -0.0043  -0.0147
Si  13.5393  12.2676  5.5648  -0.0105  0.0092  0.0212
Si  0.0014  3.4779  5.9972  -0.0165  0.0202  -0.0492
Si  3.8926  3.5004  6.023  0.0062  -0.0252  -0.055
Si  7.7394  3.4739  6.0227  -0.0079  -0.0075  -0.046
Si  11.5856  3.4897  6.0125  -0.0176  -0.0103  -0.0294
Si  1.9978  9.9158  5.9681  -0.0012  0.0188  -0.0459
Si  5.8375  9.899  5.9779  0.0394  -0.0084  -0.0509
Si  9.6822  9.8922  5.9809  -0.0087  0.0149  -0.0347
Si  13.5404  9.9291  5.9697  0.0428  -0.0044  -0.0645
Si  1.9466  2.9319  7.2471  0.0013  0.0118  -0.0097
Si  5.824  2.9009  7.3049  0.0068  0.0179  -0.0257
Si  9.6648  2.8952  7.2938  0.0524  0.0473  -0.0514
Si  13.5261  2.9615  7.2684  0.0045  -0.0181  0.047
Si  0.041  9.3225  7.1232  -0.0389  -0.0057  -0.0299
Si  3.9305  9.2907  7.2087  -0.0045  0.0119  0.0365
Si  7.7593  9.2466  7.1986  -0.0296  0.0278  -0.0031
Si  11.6162  9.3061  7.2038  -0.004  -0.0415  -0.0169
Si  -0.0178  7.0055  7.4378  -0.0122  -0.0204  0.021
Si  3.8749  6.9581  7.6761  0.0374  0.0231  -0.053
Si  7.6798  6.9303  7.6274  -0.0017  -0.0069  0.0463
Si  11.5602  6.9883  7.6603  0.0663  0.0361  -0.0711
Si  2.0473  13.4191  7.5597  -0.0243  0.0003  0.0563
Si  5.8129  13.397  7.6641  -0.0389  0.0034  0.0119
Si  9.68  13.3684  7.5575  -0.0609  -0.0183  0.0539
Si  13.5425  13.4379  7.6353  -0.0214  0.0586  -0.0274
Si  1.8377  6.4272  8.7306  -0.0803  -0.039  0.001
Si  5.7823  6.3195  8.9588  0.0473  -0.0717  -0.0529
Si  9.605  6.3805  8.8771  -0.0541  -0.0901  -0.0653
Si  13.588  6.5113  8.7685  0.0409  -0.0169  0.0966
Si  0.0917  12.8016  8.6699  0.0403  -0.031  -0.0079
Si  3.906  12.8412  8.9484  0.0254  -0.0733  -0.0404
Si  7.7651  12.6821  8.7631  0.0497  -0.0295  0.0029
Si  11.5838  12.7732  8.8015  0.0704  -0.1059  -0.2171
Si  1.8463  4.1292  9.3116  0.026  -0.0224  0.1034
Si  5.851  3.9899  9.4445  -0.0114  -0.0081  0.0848
Si  9.675  4.0863  9.3826  -0.0233  -0.0068  0.1369
Si  13.5818  4.1854  9.3316  -0.0116  -0.0056  0.0833
Si  0.0746  10.5354  9.128  0.0918  -0.0526  0.1248
Si  3.9821  10.4569  9.262  0.0315  0.0039  0.0588
Si  7.764  10.3769  9.2607  -0.0288  -0.0436  0.0966
Si  11.6175  10.4437  9.255  -0.0627  -0.038  0.1401
Si  -0.0496  3.2931  10.5735  -0.0279  -0.0016  -0.0971
Si  3.7795  3.6376  10.5774  0.0082  -0.0375  -0.041
Si  7.8457  3.2827  10.6833  -0.0008  -0.0367  -0.0615
Si  11.6676  3.8564  10.6775  0.0292  -0.0615  -0.2189
Si  2.0114  9.9541  10.3849  -0.1068  -0.0179  -0.0576
Si  5.8724  9.7485  10.5816  0.05  -0.0035  -0.0979
Si  9.6808  9.7817  10.539  0.039  -0.0234  -0.0907
Si  13.644  10.1696  10.4583  0.0056  0.0445  0.0108
Si  0.3544  0.9754  10.7504  0.0511  0.0266  0.0409
Si  3.5013  1.3088  10.9527  -0.0692  0.0862  -0.0355
Si  8.1421  0.9567  10.7702  0.0386  0.0325  -0.0578
Si  11.3021  0.7832  10.9434  -0.0089  0.1157  0.4017
Si  1.5308  7.6505  10.7039  -0.057  0.1241  0.0328
Si  6.0151  7.3989  11.0676  0.0057  0.0684  0.0499
Si  9.2085  7.4874  10.9242  -0.1157  0.1005  0.1791
Si  13.9069  7.8356  10.7226  0.0903  -0.0103  -0.1685
O  7.5995  -3.4773  25.8348  0.0029  -0.0429  -0.0188
O  -0.9578  0.6484  26.2512  -0.052  0.0446  -0.0598
O  14.2693  7.3145  25.5762  0.047  0.0595  -0.0466
O  11.968  0.9274  25.5703  0.0158  0.0127  0.014
O  -0.0323  7.473  11.2522  0.0214  0.0097  0.0153
O  7.6367  7.2133  11.4452  0.0331  -0.0018  -0.0386
O  12.202  12.6825  11.9722  0.0005  -0.0128  -0.1426
O  4.465  13.771  12.2381  0.0573  -0.0333  0.032
O  7.1019  13.2769  11.9426  -0.0368  -0.0412  0.0277
O  14.8708  13.034  11.8753  0.0102  0.0019  -0.0778
O  2.5  6.9212  11.7851  0.0554  -0.0394  0.0043
O  5.0622  6.7871  12.3197  -0.0668  -0.052  0.032
O  12.7839  7.3064  11.763  -0.0647  -0.0361  0.0677
O  2.2586  10.8865  11.7692  0.0175  -0.0269  0.042
O  17.3877  13.7929  11.3287  -0.0086  -0.0265  -0.0045
O  9.6952  13.4803  11.2951  -0.0429  -0.0183  -0.0659
O  9.7614  10.5056  12.0289  0.0243  -0.0019  0.0628
O  3.7247  4.5102  12.0124  -0.0113  0.0721  0.0111
O  7.9817  3.5757  12.3422  0.0085  -0.0058  0.0278
O  -0.1414  3.6251  12.1948  -0.0063  0.0101  0.0503
O  10.1486  6.9862  12.1858  0.0013  0.015  -0.1316
O  11.7652  15.1493  11.2795  0.0247  -0.0059  -0.049
O  6.1696  10.5675  12.0025  -0.0145  0.0247  0.0928
O  11.7156  4.8714  11.9853  -0.0271  0.1133  0.0977
O  9.5095  3.4253  25.319  -0.0064  -0.0524  -0.1289
O  11.6231  6.7325  26.2051  -0.0032  0.0006  0.0544
O  -1.9084  15.92  25.6599  -0.0205  -0.0882  -0.0509
O  6.7832  0.7615  25.8718  -0.0347  0.025  0.0282
O  4.1192  11.8959  26.7822  0.0167  0.0333  0.0039
O  4.1083  1.4994  25.9295  -0.0082  0.0073  0.0671
O  8.9953  7.0951  25.5547  -0.0175  0.0068  0.014
O  9.4721  0.3492  26.3639  0.0284  0.0214  0.0259
O  2.4142  6.5573  25.3522  -0.0143  -0.0358  -0.0173
O  1.9666  3.9332  25.5885  0.0464  0.0399  -0.0102
O  11.2812  10.2412  25.387  -0.0097  0.0233  -0.0698
O  4.0875  9.6284  25.5844  0.006  0.0882  -0.0567
O  6.2985  6.9761  25.9375  -0.0296  -0.0093  0.0929
O  14.5527  -2.8682  25.8242  -0.0455  -0.0494  -0.025
O  5.9349  3.3312  25.7303  -0.0319  -0.0228  0.0213
O  17.2409  0.3385  26.4827  0.0252  0.0582  -0.0038
Si  8.2858  -1.3621  22.7068  0.0139  -0.0308  -0.04
Si  0.8313  9.7146  20.1094  -0.0231  0.0051  0.0084
Si  13.1283  9.6072  19.8792  -0.0055  -0.0028  -0.0352
Si  10.079  13.5552  14.7746  -0.0025  0.0253  0.0447
Si  9.4083  11.738  17.1265  0.0017  0.0057  -0.0009
Si  1.1932  6.5554  20.3235  -0.0041  -0.0018  -0.0221
Si  12.0665  5.4361  22.6645  -0.0189  0.0063  -0.0566
Si  3.1225  4.5811  21.7884  -0.0215  -0.0048  -0.024
Si  10.2428  10.5431  13.5776  -0.008  0.0129  -0.033
Si  10.3561  14.3587  21.4421  0.0158  0.0099  -0.0563
Si  1.1984  14.931  18.5145  -0.0243  -0.0001  0.001
Si  7.5375  7.7982  25.287  0.0022  -0.0018  0.0366
Si  7.9041  9.7045  15.4785  0.0049  0.0217  0.0319
Si  13.6653  11.9327  12.1076  -0.03  0.0973  -0.0381
Si  11.453  4.2601  17.0757  0.0092  -0.0107  0.0304
Si  5.8948  13.5776  13.0051  -0.0347  0.0098  0.0029
Si  2.0607  4.9869  17.953  -0.0146  -0.0027  -0.0183
Si  1.6055  11.4516  15.8331  -0.0196  0.0014  0.0247
Si  3.5878  6.0398  12.5933  0.0184  0.0089  -0.0332
Si  9.788  3.5538  23.7028  0.0085  0.0077  0.0024
Si  5.244  0.3324  20.0357  0.0115  -0.0087  0.0141
Si  15.0071  13.0909  22.8897  0.0126  -0.0049  -0.0717
Si  13.495  1.4869  25.3214  0.0006  0.055  0.024
Si  5.6318  10.674  13.5413  -0.0457  -0.0266  -0.0194
Si  0.5027  8.856  14.7649  0.0063  -0.0119  0.0662
Si  2.6445  12.0185  18.602  -0.0027  -0.0123  -0.0226
Si  11.6486  6.428  12.5022  0.0115  -0.0528  0.0054
Si  6.7983  7.228  20.2844  0.0127  0.0315  0.0009
Si  12.1702  8.3964  22.5566  -0.0098  -0.0205  -0.0406
Si  11.0196  4.1641  20.1808  0.0118  0.0062  -0.0426
Si  15.4229  1.3449  15.8034  0.0012  0.0053  0.0137
Si  5.6018  1.7815  25.336  0.0506  0.0097  -0.0194
Si  -0.9477  8.7267  24.7467  -0.0047  0.0034  0.064
Si  11.8205  9.5653  16.9785  0.0165  0.0114  0.0362
Si  11.0136  10.6824  23.8299  -0.012  -0.0278  -0.0198
Si  12.7866  2.2921  15.2067  -0.0099  0.0011  0.0293
Si  -0.403  5.197  22.525  0.0065  -0.0232  -0.0364
Si  7.3053  7.1323  17.3556  0.0179  0.012  0.009
Si  6.516  8.8911  22.7734  -0.0231  -0.0059  -0.0288
Si  0.6915  2.6149  21.4181  -0.0011  -0.002  -0.0201
Si  8.3598  -0.233  20.0048  0.0121  -0.015  -0.0236
Si  16.5099  10.3794  23.235  0.0496  -0.0185  -0.067
Si  5.0118  5.8675  18.4903  -0.002  -0.005  -0.0017
Si  5.5741  3.4665  20.1304  0.0025  0.0038  -0.0155
Si  2.0793  5.1799  24.5048  0.0092  0.0102  0.0035
Si  8.1355  4.6023  21.3472  0.0169  0.0101  -0.0449
Si  4.152  10.2808  24.0682  -0.0371  -0.0447  -0.0308
Si  5.6698  12.8763  23.0801  -0.0201  -0.0261  -0.0585
Si  8.8762  4.9707  15.8634  0.0068  -0.0181  0.0181
Si  11.2247  6.7404  15.4941  0.016  -0.0028  0.0383
Si  1.5009  5.8712  14.9592  -0.0144  0.0057  0.0242
Si  -0.3059  3.5506  13.8083  -0.006  0.0036  0.0295
Si  2.5815  10.4099  13.2929  0.0495  0.071  -0.0051
Si  13.2269  10.1264  14.4278  0.0195  0.0374  0.049
Si  12.5387  -0.7768  21.6869  0.0156  -0.0027  -0.0511
Si  7.8012  2.8566  13.8183  0.0025  -0.0018  0.0235
O  7.0561  3.4894  20.8222  -0.0072  -0.0007  0.0148
O  12.4315  3.0749  16.587  -0.0052  0.0167  0.0021
O  15.9526  2.2991  14.5582  -0.0036  -0.0235  -0.0187
O  16.2786  10.0058  15.9133  0.0056  0.0052  -0.0215
O  1.3665  8.1579  20.0082  0.0049  -0.014  0.014
O  14.0562  -0.1897  21.6396  -0.004  0.0015  0.0273
O  11.9561  5.7007  16.5095  0.0039  -0.0019  -0.0157
O  10.2026  12.1121  14.018  -0.0032  -0.0044  -0.0248
O  0.7058  1.2333  22.2877  0.0052  0.0066  0.029
O  14.018  1.1862  23.817  0.013  -0.0178  0.003
O  4.9605  11.7079  23.9879  0.0378  0.0487  0.0109
O  11.5141  6.9448  22.8345  -0.0013  0.0035  0.0409
O  6.3313  2.0913  13.8601  -0.0098  0.0125  -0.0157
O  10.8963  9.3783  22.8519  -0.0064  -0.0087  0.0199
O  12.02  5.0645  21.0861  -0.0073  -0.0118  0.0058
O  2.1663  3.2842  21.5323  0.0052  -0.0029  0.0271
O  5.3013  6.7408  19.8459  -0.0021  0.0014  0.0105
O  11.4511  1.5988  14.594  0.0066  0.0014  -0.0362
O  6.6345  8.5536  21.1941  0.0046  -0.0275  -0.0104
O  0.3144  2.3179  19.8637  0.0044  -0.0017  0.0018
O  3.4423  5.7898  18.1998  0.0076  0.0027  0.0007
O  10.6129  10.6411  17.1216  0.0069  0  -0.004
O  0.8476  10.1835  21.6508  0.0032  -0.0038  0.0136
O  5.4612  1.5374  23.7308  -0.0012  -0.0191  0.0238
O  4.5688  4.1863  21.194  0.0133  -0.0049  0.0119
O  4.9445  9.1958  23.1314  0.0249  0.0003  0.025
O  5.6921  12.2615  13.9605  0.0084  -0.0067  -0.0117
O  11.2111  2.6127  20.5913  0.0001  -0.0073  0.0187
O  6.5409  9.848  14.6006  -0.0149  0.0023  -0.0595
O  11.2845  8.2018  16.2282  -0.0036  -0.0103  -0.0174
O  9.7801  13.1295  16.3318  0.0023  -0.0146  -0.0088
O  8.985  13.9758  20.6294  -0.0105  0.0002  0.0211
O  2.7147  11.562  17.0264  0.0154  0.0067  0
O  1.5553  9.1619  13.5456  0.005  -0.0015  -0.0272
O  13.6068  5.456  23.1738  0.0166  -0.0009  0.0428
O  2.6239  10.5337  23.5713  -0.0467  -0.0011  0.0226
O  7.8996  4.0962  14.8884  0.0022  0.011  -0.0101
O  9.1246  -0.6516  18.6495  -0.0004  0.0033  0.0107
O  11.7517  9.8728  13.7187  -0.0036  -0.0092  -0.0367
O  9.9409  3.9276  16.5344  -0.0019  0.0056  -0.0124
O  7.4186  10.1784  23.0918  0.0122  0.028  0.0335
O  13.8357  -1.3744  13.674  -0.0027  -0.0796  0.0522
O  11.4922  4.3758  18.6704  0.0033  0.0006  0.0193
O  12.0034  6.6594  14.0703  -0.0088  0.0059  -0.0312
O  10.0067  2.1056  22.9474  0.0044  -0.0236  0.0194
O  2.5221  5.9266  21.0619  -0.0004  0.0118  0.0198
O  12.4268  9.2188  18.4526  0.0084  -0.0021  0.0137
O  12.772  8.4841  21.0295  0.0114  0.0093  0.0095
O  0.3314  4.985  14.2497  0.001  0.0035  -0.0195
O  7.1872  7.7326  23.6974  -0.0017  0.0013  0.0073
O  9.207  9.644  14.4827  -0.0031  -0.0024  -0.0389
O  11.3229  13.0747  21.462  -0.0041  0.0069  0.0297
O  15.705  11.7822  23.6174  0.0016  0.004  0.0324
O  13.5652  3.3424  14.1917  -0.0015  -0.0141  -0.0208
O  16.1382  5.3833  23.7281  -0.0204  -0.0048  0.0067
O  2.3079  11.596  14.3697  -0.0002  -0.0349  -0.0382
O  9.6218  -1.2947  23.6486  -0.0054  -0.0035  0.0302
O  0.2248  14.9371  17.2159  0.0089  0.0092  0.0066
O  2.2091  16.2216  18.339  0.0074  0.0018  -0.0022
O  -1.0732  8.9629  14.2852  -0.0076  -0.0096  -0.0417
O  -2.1083  8.7868  23.6111  -0.0227  0.0043  0.0076
O  1.7386  5.1298  16.3803  0.007  -0.0025  -0.0013
O  8.0954  11.001  16.4647  -0.0011  -0.0046  -0.0089
O  7.6391  7.5655  18.91  -0.0069  -0.0086  -0.0005
O  8.904  1.694  14.1708  0.0113  0.0016  -0.0335
O  5.721  6.6972  17.2613  0.0027  -0.0097  -0.0034
O  7.301  12.7327  22.9898  -0.0086  0.0078  0.0408
O  8.5579  4.3094  22.9091  -0.0041  0.0034  0.0165
O  5.5991  4.3483  18.739  0.0011  -0.0013  -0.0065
O  7.7379  8.3292  16.3467  -0.0028  -0.0185  -0.0022
O  12.3067  11.4887  23.218  -0.0009  0.0111  0.031
O  12.9638  10.2789  16.0346  -0.0077  -0.0041  -0.0092
O  15.9448  9.0089  23.967  0.0183  0.0094  0.0117
O  0.5892  12.6985  15.9217  0.0083  -0.0102  -0.026
O  9.7152  6.185  15.1385  -0.0056  -0.0029  -0.016
O  4.9744  12.8296  21.6112  0.0082  0.0078  0.0156
O  2.9374  5.9458  14.1155  -0.0053  0.0084  -0.0178
O  4.1607  12.2536  19.1925  -0.0016  -0.0006  0.0051
O  9.4588  4.5692  20.3922  -0.0096  0.0036  0.0158
O  8.0688  5.7277  17.0447  -0.0104  0.015  0.0048
O  -0.4173  3.6631  21.9793  0.0034  -0.002  0.0189
O  4.1426  9.9847  13.5273  0.0043  0.0431  -0.0243
O  1.791  10.805  19.3288  0.0065  0.0099  0.0109
O  11.17  4.4231  23.5598  0.0022  -0.0067  0.0402
O  0.9567  5.7346  18.9145  -0.0017  -0.0054  0.0033
O  5.0976  1.9442  19.7739  0.0055  0.0042  0.0045
O  14.7398  9.7461  19.5959  -0.0001  -0.0046  0.01
O  13.8246  13.9346  15.6091  0.0137  -0.0083  -0.0145
O  7.5199  6.0954  21.1993  -0.0034  -0.0064  0.0112
O  -0.0846  6.2713  21.3207  0.0078  0.0107  0.0149
O  12.4712  10.9896  20.4505  0.0029  -0.0054  0.0186
O  6.7721  -0.0926  19.65  -0.0015  0.0039  0.0054
O  1.9456  13.4933  18.6861  0.004  -0.0001  0.0067
O  0.8607  7.3521  15.265  0.0031  -0.0011  -0.0388
O  8.6413  -1.4059  21.1139  -0.006  0.011  0.0101
O  3.2435  4.8731  23.3956  0.0172  -0.0115  0.0033

Results
free energy: -245177.212 eV
free energy less fixed offsets of O -568.88, Si -635.61 eV per atom: -8.492 eV

The program warned: the cutoff lies below the one the program advises for these potential files; the forces do not sum to zero within the program's tolerance; the exchange-correlation potential is rough where the density is thin.
